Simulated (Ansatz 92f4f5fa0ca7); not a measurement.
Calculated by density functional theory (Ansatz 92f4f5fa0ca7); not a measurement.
Periodic cell of 223 atoms, Si132O90As1, from a study of silicon, its oxide and their interface. The atomic structure is a simulated model.
Doubt: the cutoff is far below the 930 eV that the study's wrapper takes by default for these files, so forces and energies are approximate.

Settings
functional: PBE
potential files: Ansatz PAW
basis: plane waves
wave-function cutoff: 580 eV
density cutoff ratio: 5
exchange-correlation grid ratio: 1
k mesh: 1 x 1 x 1, Gamma-centred
self-consistency stop: 5e-08 eV per atom in the density residual
occupations: fixed
spin: none
net charge: +1 e, with a uniform compensating background and no finite-size correction

Cell vectors (angstrom)
a  10.938  0  0
b  0  10.938  0
c  0  0  32.1988

Atoms: element, x, y, z (angstrom)
Si  10.5866  0.2385  24.8514
Si  5.7406  10.674  24.7322
Si  2.4764  2.9208  24.6306
Si  8.43  2.4488  24.8119
Si  0.2805  5.1609  24.7345
Si  5.1413  5.7474  24.6832
Si  2.9443  8.0113  24.5815
Si  7.9324  8.4412  24.7099
Si  1.3247  1.3937  26.028
Si  6.8469  1.3027  26.1073
Si  4.0353  4.1056  25.9811
Si  9.6263  4.0431  26.0702
Si  1.4053  6.8155  25.9845
Si  6.7559  6.8707  26.0144
Si  4.1064  9.5361  25.9881
Si  9.4438  9.585  26.1305
Si  2.7218  -0.0071  27.332
Si  8.1579  -0.0084  27.5613
Si  0.011  2.71  27.4934
Si  5.4426  2.7471  27.3519
Si  2.7371  5.471  27.4306
Si  8.1456  5.4277  27.2998
Si  0.0245  8.2284  27.32
Si  5.4276  8.2019  27.449
Si  4.0755  1.3682  28.7284
Si  9.5811  1.3552  28.8574
Si  1.3689  4.1165  28.8123
Si  6.8185  4.0978  28.7438
Si  4.0983  6.8191  28.8092
As  9.5512  6.8238  28.7486
Si  1.3728  9.5733  28.7396
Si  6.7714  9.5483  28.8608
Si  0.021  -0.0172  30.1645
Si  5.4229  0.0171  30.1629
Si  2.7372  2.7298  30.1535
Si  8.1882  2.7414  30.1392
Si  0.016  5.4395  30.2141
Si  5.4718  5.4561  30.1514
Si  2.7298  8.2116  30.1265
Si  8.1595  8.2199  30.233
Si  1.3793  1.3571  31.5355
Si  6.8201  1.3816  31.5017
Si  4.1133  4.0887  31.5233
Si  9.5354  4.0944  31.5326
Si  1.3629  6.8764  31.505
Si  6.8336  6.7899  31.5584
Si  4.0729  9.5755  31.524
Si  9.6011  9.5619  31.5416
Si  2.7379  -0.0044  0.7233
Si  8.1912  0.009  0.6611
Si  -0.0048  2.7348  0.6916
Si  5.4822  2.7308  0.7021
Si  2.7299  5.4932  0.6518
Si  8.215  5.4502  0.741
Si  0.0127  8.1885  0.7176
Si  5.4627  8.2116  0.6895
Si  4.13  1.3639  2.0755
Si  9.5547  1.3518  2.0521
Si  1.3754  4.1383  2.0226
Si  6.8436  4.0769  2.0905
Si  4.0975  6.8301  2.0537
Si  9.5848  6.8348  2.0828
Si  1.3813  9.5464  2.0789
Si  6.8286  9.6026  2.0455
Si  -0.0206  -0.0408  3.3907
Si  5.4968  0.0115  3.4901
Si  2.7754  2.8026  3.3534
Si  8.1859  2.6799  3.4701
Si  0.0313  5.4751  3.4457
Si  5.4698  5.4642  3.415
Si  2.7739  8.2021  3.4679
Si  8.1987  8.2366  3.3765
Si  1.3906  1.3951  4.6316
Si  6.8444  1.3454  4.9199
Si  4.1482  4.0853  4.8114
Si  9.577  4.0802  4.7661
Si  1.4133  6.8282  4.8301
Si  6.8213  6.8895  4.734
Si  4.1364  9.5754  4.8536
Si  9.5495  9.5508  4.7972
Si  2.7415  0.1109  6.0635
Si  8.2072  -0.062  6.272
Si  0.0298  2.6739  6.0494
Si  5.4709  2.7267  6.2939
Si  2.8149  5.4766  6.1879
Si  8.1714  5.4797  6.044
Si  0.0081  8.1883  6.1562
Si  5.5277  8.2233  6.2428
Si  3.831  1.5747  7.6059
Si  9.8401  1.139  7.4536
Si  1.6318  3.799  7.3167
Si  6.6466  4.4159  7.4805
Si  4.4045  6.6329  7.5501
Si  9.363  6.9489  7.407
Si  1.1364  9.9192  7.2956
Si  7.161  9.228  7.6737
O  8.3088  8.0853  7.9254
O  2.7138  2.7372  7.969
O  9.5219  1.3462  24.2186
O  4.0504  6.8638  24.0995
O  0.0281  0.0265  7.9666
O  5.5259  5.5117  8.038
O  6.8429  9.5671  24.1608
O  1.3752  4.0633  24.1308
O  3.8584  7.3858  8.9379
O  0.8061  4.3737  8.6029
O  9.8088  6.1708  8.8001
O  2.1123  9.3826  8.5008
O  7.5022  3.9279  8.8066
O  4.2689  0.9204  9.0698
O  6.728  9.5607  9.2268
O  9.2059  1.8617  8.7943
O  7.7122  3.1615  23.5212
O  10.492  5.8408  23.4344
O  5.0871  0.4361  23.3999
O  5.8603  5.0904  23.3587
O  3.1071  2.208  23.2705
O  2.307  8.7134  23.2087
O  8.6171  7.7484  23.381
O  0.2551  10.3206  23.6074
Si  4.3926  1.5719  22.4661
Si  3.4888  7.9268  14.0308
Si  7.1156  0.9567  14.6609
Si  0.9497  9.3524  22.5195
Si  1.1783  4.3064  11.8794
Si  6.2659  8.9627  15.315
Si  0.6774  1.3652  12.2978
Si  8.6266  4.9515  20.5069
Si  0.3214  5.7115  9.3624
Si  5.1025  3.1229  17.9384
Si  0.8834  3.7438  16.7462
Si  10.4005  2.8458  19.2262
Si  5.2791  1.1808  10.3494
Si  0.8863  0.1766  19.8453
Si  6.6429  9.4604  10.8649
Si  9.3394  9.6766  18.322
Si  9.3898  9.2446  12.5681
Si  6.5735  3.8478  22.5858
Si  2.4375  8.0682  9.3806
Si  10.5896  7.366  17.0748
Si  2.5113  6.2893  16.5791
Si  10.1765  4.4885  14.1875
Si  6.1397  9.1855  18.5118
Si  7.9666  2.5739  9.5787
Si  8.8794  2.1432  12.4501
Si  5.3394  6.2449  18.0645
Si  3.9243  0.5583  19.4649
Si  4.2744  3.8385  12.0476
Si  5.5424  6.6004  12.136
Si  8.0128  2.503  17.2142
Si  4.3583  2.4803  14.964
Si  1.5381  1.2114  15.2587
Si  1.5703  9.4109  12.0451
Si  8.0508  6.8491  13.8629
Si  10.3802  9.8344  15.4847
Si  9.8092  7.0125  22.5419
Si  8.1088  5.4819  17.404
O  6.0454  7.9588  11.2905
O  6.0226  9.2053  16.894
O  7.6785  1.3625  13.1913
O  0.8937  1.7462  13.8676
O  9.4274  6.2545  16.8775
O  6.7608  6.1996  13.1331
O  5.1325  4.6599  18.6069
O  9.2294  2.1569  18.2691
O  2.3682  0.0964  19.0795
O  9.4085  10.2296  16.7617
O  2.7861  4.4349  11.7073
O  5.0668  10.3233  19.1018
O  9.4249  3.2378  13.4953
O  0.4565  1.7649  19.9548
O  3.1522  1.3619  15.0663
O  8.1657  5.3694  19.0169
O  3.8923  6.5985  17.3918
O  4.5788  3.2837  16.3822
O  9.0628  5.665  14.3102
O  5.4581  2.7573  22.135
O  10.6746  4.1474  15.6846
O  0.3395  3.8687  18.281
O  10.4283  10.5143  19.2123
O  9.6419  10.0233  14.0266
O  10.9071  8.1239  22.0883
O  1.1892  2.1597  16.5313
O  9.7291  3.7454  20.4159
O  8.1325  4.0309  16.674
O  -0.0419  9.1019  11.9051
O  6.5862  2.4175  18.0052
O  5.5791  10.7162  11.1983
O  7.7505  9.5926  18.8421
O  10.0285  1.0218  12.061
O  1.3092  6.9562  9.0687
O  0.6242  4.7627  13.3502
O  5.7072  7.6234  18.979
O  5.2342  5.0847  11.5179
O  2.714  6.9812  15.1172
O  0.9117  2.7408  11.4665
O  0.8599  10.6835  15.5481
O  2.4052  8.5839  10.9156
O  4.6942  2.4304  11.2706
O  4.2476  3.5093  13.6775
O  2.2019  4.6798  16.4894
O  10.7051  8.2474  15.6955
O  6.9255  10.2893  14.6635
O  2.3403  8.9499  13.4277
O  8.0298  1.5197  15.9049
O  4.1276  6.9935  12.8565
O  4.1775  2.0104  18.7188
O  7.2916  4.426  21.261
O  8.4129  2.9271  11.1028
O  1.1786  6.8615  17.3585
O  5.6507  1.5735  14.7536
O  8.129  9.7552  11.5884
O  9.2127  6.2887  21.2207
O  8.9596  7.7129  12.8518
O  1.6527  0.1175  11.8828
O  6.6443  6.1481  17.06
O  7.3965  7.8001  15.0354
O  1.2088  10.3009  21.2272
O  10.0312  8.1981  18.3534
O  3.9534  0.8538  21.0771
O  0.3317  5.3298  10.9303
O  6.6973  1.5706  9.6439
O  4.7759  8.7032  14.6838

Results
free energy: -139961.342 eV
free energy less fixed offsets of As -4856.12, O -568.88, Si -635.61 eV per atom: -5.502 eV

Forces (eV/angstrom), in the order of the atoms: element, x, y, z
Si  0.103  -0.1206  -0.2483
Si  -0.0758  0.0886  -0.3387
Si  0.0708  -0.0788  -0.3348
Si  -0.1158  0.1022  -0.3138
Si  -0.0518  0.0549  -0.3035
Si  0.0889  -0.0869  -0.2837
Si  -0.0777  0.0801  -0.2837
Si  0.0534  -0.0639  -0.284
Si  0.0071  -0.0326  0.0084
Si  0.0115  0.031  0.0519
Si  0.0384  0.0104  0.0359
Si  0.0149  -0.0124  0.0134
Si  0.045  -0.0129  0.018
Si  -0.019  0.0137  -0.0163
Si  -0.0504  0.0004  0.0169
Si  -0.0289  0.0296  0.0231
Si  0.0252  0.0168  -0.0895
Si  -0.0276  -0.0934  0.0728
Si  0.0197  0.0802  0.0547
Si  -0.0313  -0.0333  -0.0853
Si  -0.0759  0.0006  0.0006
Si  0.0578  0.0517  -0.0012
Si  -0.045  -0.0659  -0.0075
Si  0.0581  -0.0116  0.0261
Si  0.0181  0.0019  0.0725
Si  -0.0381  -0.0069  -0.1156
Si  0.0043  -0.0771  -0.0672
Si  -0.0009  -0.0326  0.0842
Si  -0.0116  0.006  -0.0495
As  -0.0125  0.0359  0.0585
Si  -0.0151  0.0215  0.0839
Si  0.0838  0.0552  -0.1324
Si  0.0623  -0.0565  0.0225
Si  -0.0674  0.0601  0.0342
Si  0.0137  -0.0229  0.0166
Si  -0.0392  0.056  0.0167
Si  -0.0225  0.0095  -0.151
Si  0.0495  -0.0378  0.0144
Si  -0.0361  0.0422  0.0024
Si  0.0419  -0.0531  -0.122
Si  0.0076  0.0234  0.0108
Si  0.0017  -0.022  -0.0023
Si  -0.0289  -0.0063  -0.0018
Si  -0.0053  -0.0103  0.0459
Si  -0.007  0.0089  0.0123
Si  0.0067  0.0004  0.0381
Si  0.0303  -0.0064  0.0236
Si  0.0121  0.0019  0.016
Si  -0.0143  0.0118  0.0219
Si  -0.032  0.0214  -0.0066
Si  0.0354  -0.0271  0.0286
Si  -0.0095  -0.0054  0.0087
Si  0.0306  -0.0507  -0.0036
Si  -0.0183  0.0029  -0.0145
Si  -0.0069  0.0145  -0.0269
Si  -0.017  0.0347  0.0199
Si  0.0391  -0.0239  -0.0024
Si  0.0096  0.0055  -0.0054
Si  -0.0596  0.017  -0.0301
Si  0.0122  -0.0443  0.0298
Si  0.0166  0.0237  0.0015
Si  0.0162  -0.0182  -0.006
Si  0.0511  -0.0246  0.0179
Si  -0.038  0.0107  -0.0096
Si  0.081  0.1214  0.0876
Si  -0.061  -0.0075  -0.1028
Si  -0.0662  -0.1469  0.137
Si  0.0589  0.0988  -0.0699
Si  -0.0401  -0.0296  -0.0084
Si  0.0254  0.0251  0.0348
Si  -0.0587  0.0082  -0.0782
Si  0.0066  -0.053  0.1154
Si  -0.0107  0.0107  -0.0996
Si  -0.0056  -0.0121  0.089
Si  0.0217  0.0232  -0.0305
Si  -0.0028  -0.0152  0.0332
Si  0.0225  0.0199  0.042
Si  -0.0136  0.0203  -0.0377
Si  0.0237  0.0179  0.0821
Si  -0.0196  -0.0105  -0.0349
Si  0.0116  0.0422  -0.0664
Si  -0.0103  -0.0205  0.0102
Si  0.0113  -0.0252  -0.0496
Si  -0.0198  -0.0122  0.0008
Si  -0.0008  0.0075  0
Si  0.0014  -0.0081  -0.067
Si  -0.0032  -0.0147  0.0009
Si  0.0118  -0.0049  -0.0573
Si  0.04  -0.0672  0.2869
Si  -0.0333  0.0786  0.2591
Si  -0.0823  0.0192  0.2198
Si  0.0546  0.0074  0.2694
Si  -0.0159  0.039  0.2448
Si  0.0112  -0.031  0.2398
Si  0.0462  -0.0146  0.2387
Si  -0.0465  0.0278  0.3211
O  0.0225  -0.0078  -0.1301
O  0.0258  -0.0142  -0.1347
O  -0.0019  0.0102  0.2179
O  -0.0075  0.0043  0.1824
O  0.0063  -0.0198  -0.1343
O  0.0004  -0.0195  -0.126
O  0.0281  -0.0228  0.1913
O  -0.0462  0.0331  0.1992
O  0.0828  -0.0775  -0.226
O  0.0717  -0.0894  -0.2282
O  -0.0843  0.0683  -0.2241
O  -0.0831  0.116  -0.2562
O  -0.083  0.1044  -0.2644
O  -0.0957  0.0438  -0.3173
O  0.0472  -0.0197  -0.3987
O  0.1008  -0.0866  -0.242
O  0.1287  -0.1124  0.2909
O  0.1209  -0.1373  0.3273
O  0.1057  -0.141  0.3193
O  -0.1098  0.1323  0.2926
O  -0.1307  0.1046  0.3079
O  0.123  -0.1005  0.2963
O  -0.1269  0.1116  0.3027
O  -0.121  0.1445  0.3028
Si  -0.0141  -0.0356  -0.5327
Si  0.0102  0  0.1023
Si  -0.0266  -0.0146  0.0567
Si  -0.0095  0.0667  -0.5395
Si  0.0394  -0.0703  0.2293
Si  -0.0037  -0.0009  -0.0213
Si  0.0019  -0.005  0.14
Si  0.0661  -0.0897  -0.45
Si  0.0546  0.0013  0.3749
Si  0.0249  0.0393  -0.1421
Si  0.0351  0.0051  -0.0932
Si  0.0135  -0.0123  -0.2728
Si  0.0225  0.0462  0.3672
Si  -0.0825  0.1009  -0.3671
Si  0.0414  -0.0587  0.3802
Si  -0.045  -0.0362  -0.1668
Si  0.0306  -0.0271  0.1599
Si  0.0106  -0.0159  -0.4928
Si  -0.0377  -0.0076  0.3905
Si  0.0379  -0.013  -0.0829
Si  -0.0054  -0.0009  -0.0368
Si  -0.0197  0.0221  0.0661
Si  0.0286  -0.0406  -0.1493
Si  -0.0245  -0.056  0.3948
Si  0.0328  -0.0452  0.2278
Si  -0.04  0.008  -0.1172
Si  0.0526  -0.0272  -0.3809
Si  -0.0141  0.0522  0.1884
Si  -0.0075  -0.037  0.1851
Si  -0.0242  -0.0071  -0.1042
Si  -0.004  -0.0396  0.027
Si  0.0171  -0.0184  0.0191
Si  -0.0563  0.0617  0.2347
Si  0.0082  -0.0018  0.0764
Si  0.0324  -0.0057  0.0013
Si  -0.0177  -0.0074  -0.5141
Si  -0.0032  0.0209  -0.1925
O  0.0233  0.088  -0.1263
O  -0.004  0.0062  0.0774
O  0.0225  0.0223  -0.0818
O  -0.0149  0.0035  -0.0746
O  -0.0233  -0.0127  0.0427
O  -0.039  0.0057  -0.0672
O  0.0043  -0.0164  0.0618
O  0.0494  0.0113  0.1003
O  -0.0246  -0.0071  0.1172
O  -0.0096  0.0015  0.0678
O  -0.0155  0.01  -0.069
O  -0.0635  0.065  0.0994
O  -0.0158  -0.0282  -0.0653
O  0.0294  -0.0362  0.1103
O  0.0007  0.0097  -0.0086
O  0.0281  -0.0227  0.2557
O  0.0334  -0.0012  0.0372
O  0.0064  0.0002  0.0509
O  0.001  0.0019  -0.0168
O  0.011  0.022  0.1608
O  -0.003  -0.0019  0.0001
O  -0.0431  -0.0241  0.1152
O  0.0935  0.0346  0.1305
O  -0.0128  -0.003  -0.0617
O  -0.0039  -0.017  0.165
O  -0.0078  0.0095  0.0276
O  -0.0643  0.0833  0.1636
O  0.003  0.0063  0.0436
O  0.0312  -0.0067  -0.071
O  -0.0168  -0.0014  0.0516
O  -0.008  0.0332  -0.1202
O  0.0016  0.0067  0.0597
O  -0.016  0.0067  -0.0622
O  -0.0023  0.0048  -0.1391
O  0.0324  -0.0009  -0.0904
O  0.0074  0.0162  0.0661
O  0.0029  -0.017  -0.0761
O  0.0047  0.0068  -0.0177
O  -0.0003  0.0354  -0.0809
O  -0.0069  0.0016  -0.0027
O  0.0513  -0.0738  -0.2507
O  0.0392  -0.1103  -0.149
O  0.0022  0.0235  -0.097
O  -0.0076  -0.0091  0.0149
O  -0.0104  0.0002  0.015
O  0.0083  0.006  -0.0127
O  -0.0288  0.0195  -0.0886
O  0.0084  0.0114  0.0215
O  0.03  -0.0165  -0.078
O  -0.0378  -0.0771  0.1228
O  -0.1226  -0.0622  0.2741
O  -0.0493  0.0259  -0.2424
O  -0.0145  0.0069  0.0282
O  0.0045  0.0069  -0.0125
O  -0.0929  0.0151  -0.1296
O  0.0668  0.1352  0.2753
O  0.0087  0.0294  -0.0571
O  0.0164  -0.0208  -0.0666
O  0.0081  -0.0065  0.0448
O  0.0059  -0.0103  -0.0126
O  0.0109  -0.1573  0.357
O  -0.0116  0.0255  0.0751
O  0.0388  0.0887  0.3866
O  -0.0423  0.0751  -0.2215
O  0.0399  0.0253  -0.1435
O  -0.0057  -0.0048  -0.0193

The program warned: the cutoff lies below the one the program advises for these potential files; the exchange-correlation potential is rough where the density is thin.
